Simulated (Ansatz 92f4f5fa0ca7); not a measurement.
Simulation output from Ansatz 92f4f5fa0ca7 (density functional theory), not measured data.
Periodic cell of 236 atoms, Si145O89P2, from a study of silicon, its oxide and their interface. The atomic structure is a simulated model.
Doubt: the cutoff is far below the 930 eV that the study's wrapper takes by default for these files, so forces and energies are approximate.
This geometry differs little from another in the collection (a relaxation step or a small displacement).

Settings: functional PBE; potential files Ansatz PAW; basis plane waves; wave-function cutoff 580 eV; density cutoff ratio 5; exchange-correlation grid ratio 1; k mesh 1 x 1 x 1, Gamma-centred; self-consistency stop 5e-08 eV per atom in the density residual; occupations fixed; spin none; net charge 0.

Cell vectors (angstrom)
a, 11.6015, 0, 0
b, 0, 10.938, 0
c, 0, 0, 32.0622

Atoms: element, x, y, z (angstrom)
Si, -0.2159, -0.059, 23.2614
Si, 3.6558, 0.2104, 23.2927
Si, 7.5247, -0.117, 23.445
Si, 1.6539, 1.4042, 23.4126
Si, 5.7134, 1.4335, 23.2405
Si, 9.4253, 1.2306, 23.3424
Si, 0.1542, 5.3485, 23.4243
Si, 4.0991, 5.3403, 23.441
Si, 8.0322, 5.6068, 23.5425
Si, 2.1522, 6.6407, 23.3273
Si, 5.9612, 6.7775, 23.5097
Si, 9.9854, 6.8886, 23.5907
Si, 1.8658, 2.7083, 25.3706
Si, 5.811, 2.6826, 25.286
Si, 9.6236, 2.7068, 25.2416
Si, 11.5748, 4.0611, 25.3758
Si, 3.8671, 3.9962, 25.3443
Si, 7.7303, 4.1021, 25.3444
Si, 1.9591, 8.1673, 25.1907
Si, 5.7865, 8.1771, 25.3946
Si, 9.7083, 8.2795, 25.4306
Si, 11.6311, 9.5802, 25.2588
Si, 3.8647, 9.5899, 25.1725
Si, 7.6907, 9.5395, 25.4068
Si, 11.6422, 0.0045, 27.2032
Si, 3.8904, -0.0342, 27.176
Si, 7.7584, 0.0029, 27.2823
Si, 1.9701, 1.3351, 27.2655
Si, 5.8219, 1.3345, 27.2249
Si, 9.6937, 1.353, 27.1961
Si, 11.5777, 5.4902, 27.2465
Si, 3.8346, 5.4371, 27.232
Si, 7.7115, 5.4689, 27.2687
Si, 1.9247, 6.8385, 27.1785
Si, 5.758, 6.8005, 27.29
Si, 9.6452, 6.834, 27.2862
Si, 1.9376, 2.7305, 29.1724
Si, 5.793, 2.7221, 29.152
Si, 9.6798, 2.7284, 29.1442
Si, 0.007, 4.1037, 29.1639
Si, 3.861, 4.0921, 29.1731
Si, 7.7327, 4.0826, 29.1758
Si, 1.9334, 8.1922, 29.1386
Si, 5.79, 8.2016, 29.1833
Si, 9.6698, 8.215, 29.1906
Si, 0.0061, 9.5722, 29.1461
Si, 3.8637, 9.5679, 29.1453
Si, 7.7315, 9.5578, 29.188
Si, 0, 0, 31.0965
Si, 3.8672, 0, 31.0965
Si, 7.7343, 0, 31.0965
Si, 1.9336, 1.3673, 31.0965
Si, 5.8008, 1.3673, 31.0965
Si, 9.6679, 1.3673, 31.0965
Si, 0, 5.469, 31.0965
Si, 3.8672, 5.469, 31.0965
Si, 7.7343, 5.469, 31.0965
Si, 1.9336, 6.8362, 31.0965
Si, 5.8008, 6.8362, 31.0965
Si, 9.6679, 6.8362, 31.0965
Si, 1.9336, 2.7345, 0.9679
Si, 5.8008, 2.7345, 0.9679
Si, 9.6679, 2.7345, 0.9679
Si, 0, 4.1018, 0.9679
Si, 3.8672, 4.1018, 0.9679
Si, 7.7343, 4.1018, 0.9679
Si, 1.9336, 8.2035, 0.9679
Si, 5.8008, 8.2035, 0.9679
Si, 9.6679, 8.2035, 0.9679
Si, 0, 9.5708, 0.9679
Si, 3.8672, 9.5708, 0.9679
Si, 7.7343, 9.5708, 0.9679
Si, 11.6191, 0.0219, 2.8954
Si, 3.8707, 0.0009, 2.9171
Si, 7.7558, 0.0034, 2.8952
Si, 1.9497, 1.382, 2.9113
Si, 5.8254, 1.3416, 2.8557
Si, 9.6708, 1.3732, 2.9166
Si, 11.5783, 5.4929, 2.8712
Si, 3.8928, 5.4804, 2.9038
Si, 7.7548, 5.4975, 2.8911
Si, 1.9301, 6.8046, 2.8708
Si, 5.8263, 6.8431, 2.8872
Si, 9.6717, 6.8899, 2.9409
Si, 1.9364, 2.8121, 4.8083
Si, 5.8555, 2.7062, 4.7552
Si, 9.6202, 2.7686, 4.8429
Si, 11.5614, 4.1048, 4.7665
Si, 3.9383, 4.0791, 4.812
Si, 7.7401, 4.1815, 4.8461
Si, 1.9118, 8.1372, 4.8028
Si, 5.8377, 8.2345, 4.7929
Si, 9.6805, 8.3061, 4.8829
Si, 11.6535, 9.6353, 4.8492
Si, 3.8463, 9.4649, 4.7893
Si, 7.7459, 9.6655, 4.8848
Si, 11.6399, 0.1971, 6.7351
Si, 3.7804, -0.0783, 6.6542
Si, 7.7435, 0.0462, 6.9124
Si, 2.0789, 1.4852, 6.743
Si, 5.738, 1.2575, 6.6333
Si, 9.6965, 1.4929, 6.8511
Si, 11.5538, 5.4741, 6.6697
Si, 4.0028, 5.4068, 6.7783
Si, 7.7691, 5.6174, 6.7909
Si, 1.9987, 6.6193, 6.64
Si, 5.8428, 6.9343, 6.7472
Si, 9.7766, 7.0006, 6.8672
O, 10.0303, 7.9236, 8.2581
O, 7.6765, 9.9119, 8.2091
O, 7.4985, 4.5775, 8.0695
O, 3.3769, 10.304, 8.1933
O, 2.0537, 7.4894, 8.0389
O, 4.0223, 4.5604, 8.235
O, 9.908, 2.3896, 8.2514
O, 2.6295, 2.3144, 8.1175
O, 11.4192, 4.5719, 8.0543
O, 5.3765, 2.3286, 7.8448
O, 5.8397, 7.946, 8.0786
O, 11.4301, 10.2159, 8.0839
O, 11.2314, 10.0892, 21.7809
O, 3.2063, 10.5033, 21.8131
O, 5.721, 7.7999, 22.2167
O, 4.2003, 4.4896, 21.9996
O, 7.6183, 9.7209, 22.1717
O, 10.1859, 7.7075, 22.1605
O, 1.5903, 2.3419, 22.037
O, 5.9133, 2.4718, 21.9331
O, 8.5166, 4.7286, 22.2066
O, -0.086, 4.4115, 22.0535
O, 2.3841, 7.4232, 21.8826
O, 9.1217, 1.8408, 21.8256
Si, 1.9311, 7.7288, 9.6189
P, 4.8547, 0.5798, 17.9487
Si, 2.453, 5.3447, 13.9764
Si, 10.5035, 3.7803, 14.0619
Si, 8.1644, 2.2898, 15.2166
Si, 9.5029, 2.2041, 20.2872
Si, 10.5837, 3.638, 9.0838
Si, 0.1221, 2.3371, 11.5525
Si, 10.9533, 8.1294, 15.386
Si, 5.151, 6.827, 13.859
Si, 5.778, 2.5798, 11.1091
Si, 8.5361, 7.6496, 19.3697
Si, 8.1323, 4.8465, 20.6289
P, 6.0043, 9.5569, 14.9781
Si, 2.0717, 7.7154, 20.3115
Si, 1.9151, 4.9573, 18.7895
Si, 4.4976, 3.5182, 18.0783
Si, 8.3953, 8.9067, 16.7455
Si, 0.8208, 9.4541, 13.2821
Si, 10.0095, 10.6664, 11.5938
Si, 5.3505, 3.7677, 21.0876
Si, 0.5392, 5.4557, 16.2337
Si, 10.8343, 9.0959, 9.0869
Si, 6.5166, 8.881, 21.2993
Si, 7.0989, 7.027, 11.3916
Si, 2.7044, 0.6987, 12.2097
Si, 10.8088, 8.6929, 21.0257
Si, 5.9737, 4.2758, 15.6018
Si, 7.1359, 0.3824, 12.8588
Si, 4.0717, 2.9574, 8.597
Si, 0.8496, 6.7077, 11.9025
Si, 6.5867, 9.0246, 9.0605
Si, 0.6382, 3.2817, 21.1066
Si, 9.7587, 6.4785, 12.8929
Si, 7.7587, 4.4609, 9.6736
Si, 3.891, 10.1557, 20.3792
Si, 4.2612, 2.9727, 13.5173
Si, 3.8616, 9.9678, 9.7217
Si, 7.8815, 0.7885, 18.041
O, 11.4832, 3.1391, 12.9396
O, 9.3754, 4.4183, 9.8718
O, 8.7208, 3.5607, 19.843
O, 3.914, 0.4663, 19.3201
O, 11.2426, 4.4202, 15.3626
O, 9.8918, 9.7842, 10.2227
O, 3.8172, 1.4485, 13.1468
O, 0.5691, 9.0734, 14.8484
O, 6.3438, 1.1071, 18.5552
O, 4.7614, 3.3056, 19.6615
O, 6.2531, 1.1218, 11.6954
O, 0.5574, 8.5741, 9.8735
O, 5.6525, 4.3059, 17.2128
O, 8.3724, 7.0862, 12.3714
O, 4.4202, 2.6412, 10.1678
O, 2.0232, 5.5058, 15.5374
O, 3.3754, 0.0251, 10.8959
O, 5.8047, 6.9988, 12.3767
O, 2.3007, 6.4367, 19.3438
O, 0.6393, 4.9584, 17.7783
O, 8.5343, 10.818, 12.2253
O, 5.4799, 10.0436, 9.6746
O, 0.5138, 8.1531, 20.2255
O, 9.6469, 2.5146, 14.613
O, 1.9954, 10.5619, 13.1985
O, 9.9102, 9.0886, 16.178
O, 6.3921, 9.9622, 13.4178
O, 7.3454, 1.3609, 14.1531
O, 1.6191, 3.9906, 20.0452
O, 5.8447, 5.7204, 14.851
O, 7.391, 8.7534, 15.4559
O, 1.6129, 1.731, 11.6227
O, 7.2147, 8.2806, 10.3588
O, 4.2756, 2.0091, 17.4471
O, 7.065, 3.1222, 10.2769
O, 11.5194, 6.9568, 16.3524
O, 7.9649, 10.1524, 17.6801
O, 3.2809, 8.4926, 10.1045
O, 7.4955, 3.7658, 15.3734
O, 3.1533, 4.392, 17.9168
O, 2.9019, 3.8454, 13.5691
O, 1.3387, 8.1494, 12.4752
O, 1.1431, 5.6197, 13.0627
O, 5.0914, 8.2639, 14.6481
O, 11.1262, 2.419, 20.2661
O, 11.0076, 9.9701, 12.6667
O, 5.3536, 3.4979, 12.4033
O, 4.9662, 3.1487, 14.9685
O, 6.4984, 4.865, 20.6666
O, 8.244, 1.6141, 16.688
O, 10.5776, 1.2149, 11.2818
O, 10.8413, 6.6171, 11.6691
O, 3.0863, 8.8773, 19.7701
O, 1.7135, 6.3939, 10.5452
O, 7.1383, 8.116, 20.0314
O, 8.376, 7.6054, 17.7433
O, 3.6083, 6.4097, 13.6095
O, 9.5711, 4.9255, 13.3564
O, 5.4634, 9.9256, 20.6773
O, 10.215, 7.4, 14.1402
O, 8.8014, 6.1322, 19.8968
O, 7.0897, 5.6977, 10.4653
O, 8.9802, 1.086, 19.2188
O, 11.6758, 3.2658, 10.2211
O, 9.6828, 8.7254, 19.8393

Results
free energy: -144299.086 eV
free energy less fixed offsets of O -568.88, P -755.39, Si -635.61 eV per atom: 5.464 eV

Forces (eV/angstrom), in the order of the atoms: element, x, y, z
Si, -0.0035, -0.0067, 0.0025
Si, -0.0065, 0.006, -0.0054
Si, -0.0034, -0.0037, 0.0012
Si, -0.0025, -0.0006, 0.0026
Si, 0.0016, -0.0009, 0.0045
Si, 0.0037, 0.0043, 0.0013
Si, 0.0029, 0.0039, 0.0011
Si, -0.0024, 0.0012, 0.0026
Si, -0.0005, 0.001, 0.009
Si, -0.0046, -0.0023, -0.0003
Si, 0, -0.0046, -0.0015
Si, -0.0058, 0.0048, 0.0048
Si, 0.0017, 0.0005, -0.0008
Si, 0.0016, -0.0012, 0.0028
Si, -0.0066, -0.0034, -0.0046
Si, 0.0001, -0.0037, 0.0015
Si, -0.0043, -0.0059, 0.0022
Si, -0.0034, -0.0017, 0.0013
Si, 0.0009, -0.0005, -0.0012
Si, 0.0016, -0.001, 0.0026
Si, 0.0048, -0.0018, -0.0013
Si, 0.0028, -0.0012, -0.0025
Si, 0.0046, -0.0058, 0.0111
Si, 0.0031, -0.0046, -0.001
Si, -0.0003, -0.0012, 0.0032
Si, 0.0014, -0.0003, 0.0003
Si, -0.0007, -0.0014, 0.0003
Si, -0.0028, 0.0004, -0.003
Si, -0.0036, 0.0011, -0.0032
Si, -0.0011, 0.0019, 0.0014
Si, 0.0015, 0.0018, 0.0018
Si, -0.0042, 0.0016, 0.0028
Si, -0.003, 0.0002, -0.001
Si, 0.0022, -0.0015, -0.0033
Si, 0.0005, -0.0002, -0.0027
Si, -0.0025, -0.0032, -0.0019
Si, 0.0015, 0.0001, 0.0056
Si, -0.0024, -0.0008, 0.0003
Si, 0.0006, -0.0021, -0.0021
Si, -0.0001, -0.0008, -0.0016
Si, -0.0009, -0.001, -0.0016
Si, -0.0012, 0.0017, -0.0002
Si, -0.0005, -0.0011, -0.0006
Si, -0.0027, -0.0009, 0.0023
Si, -0.0016, -0.0015, 0.0043
Si, -0.0017, -0.0011, -0.0031
Si, 0.0005, -0.0046, -0.0064
Si, -0.001, -0.0008, 0.0039
Si, 0.0352, 0.0145, -0.086
Si, -0.0205, 0.0443, -0.1007
Si, -0.0296, 0.0808, 0.1186
Si, -0.0258, -0.0637, 0.0647
Si, 0.0049, -0.0097, -0.065
Si, 0.0162, -0.0699, -0.0858
Si, 0.018, -0.0014, 0.0138
Si, 0.021, 0.0531, 0.0331
Si, -0.0006, -0.0096, 0.0279
Si, -0.001, -0.0117, -0.1327
Si, -0.0191, -0.0634, 0.1236
Si, 0.0449, -0.112, 0.1448
Si, 0.0405, 0.0428, 0.0678
Si, -0.0291, 0.0302, -0.1885
Si, 0.0169, 0.0364, 0.0526
Si, -0.0998, 0.002, -0.104
Si, 0.0338, 0.01, 0.0486
Si, 0.0754, 0.0443, 0.0561
Si, 0.0182, 0.0233, -0.0649
Si, 0.0212, 0.0571, -0.0641
Si, -0.03, 0.0751, 0.0933
Si, -0.0138, 0.0277, 0.0085
Si, -0.0119, -0.009, 0.0654
Si, 0.058, -0.048, 0.0127
Si, 0.0007, -0.0012, -0.0003
Si, 0.0006, 0.0005, -0.0003
Si, 0.0009, -0.0018, -0.0001
Si, -0.0022, 0.0017, 0.0002
Si, -0.0014, 0.0003, -0.0005
Si, 0.0001, 0.0016, 0
Si, 0.0006, -0.0002, -0.0006
Si, -0.0014, -0.0002, 0.0005
Si, 0, 0, 0.0007
Si, -0.0004, 0, 0.0005
Si, 0.0003, -0.0016, 0.0013
Si, 0.0001, -0.0001, 0.0013
Si, 0.0001, 0.001, -0.0008
Si, 0.0001, -0.0007, 0.0011
Si, 0.0017, -0.0014, 0.0015
Si, -0.0021, -0.0011, -0.0018
Si, 0.0006, -0.0014, -0.0008
Si, 0.001, 0.0009, -0.0013
Si, 0.0006, -0.0011, -0.001
Si, -0.0001, 0, -0.0007
Si, 0.0002, -0.0007, -0.0017
Si, -0.0015, 0, -0.0011
Si, -0.0024, -0.0018, -0.0002
Si, -0.0017, -0.0019, 0.0012
Si, 0.0002, 0.0035, -0.0007
Si, 0.0044, 0.0029, -0.0023
Si, 0.0007, 0.0025, -0.0026
Si, -0.0036, -0.0026, -0.0016
Si, -0.001, -0.0047, -0.0033
Si, -0.0015, 0.0001, -0.0035
Si, 0.0025, -0.0045, -0.0015
Si, -0.0004, -0.0012, -0.0026
Si, 0.0013, -0.0001, -0.0067
Si, -0.0018, 0.0011, -0.0025
Si, 0.001, 0.001, -0.0036
Si, -0.0039, 0.0023, -0.0027
O, 0.0003, 0.0015, 0.0026
O, -0.0015, -0.0048, 0.0032
O, -0.0005, -0.0044, 0.0103
O, -0.0004, -0.0024, 0.0045
O, 0.0007, 0.0004, 0.005
O, 0, -0.0022, 0.0017
O, 0.0016, 0.0038, 0.0052
O, 0.0028, 0.0013, 0.0029
O, 0.0003, 0.0009, 0.0006
O, -0.0029, 0.0047, 0.0047
O, 0.0011, 0.0039, 0.0058
O, -0.0008, -0.004, 0.0011
O, -0.0016, -0.0052, -0.0016
O, 0.0056, -0.0065, 0.0014
O, 0.0001, 0.0054, -0.0055
O, 0.0002, -0.0042, -0.0034
O, -0.0029, -0.0019, -0.0015
O, 0.0022, 0.0087, -0.0096
O, -0.0002, 0.0042, -0.0084
O, -0.0016, 0.0073, -0.0045
O, -0.0023, -0.0006, -0.0117
O, -0.0001, -0.0049, -0.0061
O, -0.0014, 0.0015, -0.0116
O, 0.0004, 0.0009, -0.0146
Si, 0.0021, 0.0015, 0.0011
P, -0.0196, -0.0039, 0.0416
Si, 0.0077, -0.0037, 0.0042
Si, -0.0009, -0.005, 0.0012
Si, -0.0066, -0.0058, 0.0106
Si, -0.0032, -0.0034, 0.002
Si, -0.0012, -0.0033, -0.0038
Si, -0.0014, 0.0011, -0.0001
Si, 0.0009, 0.003, 0.0015
Si, -0.0036, 0.0217, 0.012
Si, -0.003, -0.0026, 0.0038
Si, -0.0023, 0.0012, -0.0006
Si, -0.0006, -0.0022, 0.0029
P, -0.0127, -0.007, -0.0065
Si, 0.005, 0.012, -0.0012
Si, 0.003, -0.0008, 0.0011
Si, -0.0083, -0.014, -0.0158
Si, -0.0067, -0.0017, -0.0002
Si, 0.0056, 0.0033, 0.0046
Si, -0.0025, 0.0019, 0.0049
Si, -0.0022, -0.0052, -0.0078
Si, 0.0005, -0.0017, 0.0042
Si, 0.0042, -0.0007, -0.0022
Si, -0.0045, -0.0007, -0.0011
Si, -0.0008, -0.0023, 0.0062
Si, 0.0009, -0.005, 0.0048
Si, 0.0032, -0.006, 0.0046
Si, 0.001, -0.0053, 0.0042
Si, 0.0005, 0.0029, 0.0087
Si, -0.0004, -0.0023, -0.0046
Si, 0.0013, 0.0008, -0.0021
Si, -0.0032, -0.0005, -0.0024
Si, -0.0056, -0.0011, 0.0024
Si, -0.0004, -0.0014, 0.003
Si, -0.0007, -0.0033, -0.0003
Si, -0.0102, -0.0116, 0.0005
Si, -0.0053, -0.0007, 0.0083
Si, -0.0041, -0.001, 0.0007
Si, -0.015, 0.0042, -0.0042
O, -0.0031, -0.0014, -0.0011
O, -0.0031, 0.0019, -0.0005
O, -0.0018, -0.0019, 0.0024
O, 0.0234, 0.0187, -0.0352
O, -0.0007, -0.0021, -0.0012
O, -0.0014, 0.0016, 0.0019
O, -0.002, 0.0046, -0.005
O, -0.0025, -0.0027, 0.0002
O, 0.0077, -0.0131, -0.0124
O, 0.0047, 0.0046, 0.0174
O, -0.0011, 0.0028, -0.0053
O, -0.0012, -0.0028, -0.0017
O, 0.0023, 0.0012, -0.0054
O, -0.0026, -0.0027, -0.004
O, 0.0042, -0.0006, 0.0054
O, -0.0001, -0.0048, -0.0112
O, -0.0014, 0.0008, -0.0006
O, 0.0012, -0.0022, -0.0046
O, -0.0055, -0.001, 0.0048
O, -0.0025, -0.0023, -0.003
O, 0.0034, 0.0003, -0.0037
O, 0.0002, -0.0007, -0.0006
O, 0.0052, -0.0063, 0.0048
O, 0.0003, -0.0005, -0.0027
O, -0.0028, -0.0006, -0.0038
O, -0.0009, -0.001, -0.0004
O, -0.0021, -0.0027, 0.0047
O, 0.0008, 0.0016, -0.0081
O, 0.0027, 0.003, -0.0031
O, 0.0009, -0.0101, 0.0024
O, 0.0048, -0.0055, 0.0094
O, -0.001, 0.0011, -0.0025
O, 0.001, -0.0006, -0.0019
O, 0.0041, 0.0014, -0.0001
O, -0.0008, -0.0009, -0.0031
O, 0.0008, -0.0033, -0.002
O, 0.0034, -0.0005, -0.0012
O, 0.0003, -0.0015, -0.0013
O, -0.0065, 0.0021, -0.0026
O, -0.0022, 0.0013, 0.0039
O, 0.0028, 0.0079, -0.0014
O, -0.0015, -0.0022, -0.0037
O, 0.0027, -0.0018, -0.0016
O, 0.0133, -0.0025, 0.001
O, -0.002, -0.0008, 0.0009
O, -0.0011, -0.0004, -0.0034
O, 0.0017, -0.0008, -0.0024
O, -0.0039, 0.005, -0.0107
O, -0.0004, -0.0042, 0.003
O, -0.0011, 0.0009, -0.0014
O, 0.0011, -0.0023, -0.0027
O, -0.0015, -0.0009, 0
O, -0.006, 0.0003, 0.0088
O, -0.0038, -0.001, 0.0011
O, 0.0001, -0.001, 0.0001
O, 0.0008, -0.002, -0.0028
O, -0.0124, -0.0083, -0.0003
O, 0.0024, -0.0022, -0.0023
O, -0.0114, -0.0026, -0.0028
O, -0.002, -0.0013, -0.0027
O, -0.0028, -0.0027, 0.0019
O, 0.0017, -0.0001, -0.0043
O, 0.0019, 0.0021, 0.0023
O, 0.0001, -0.0049, 0.0078
O, -0.0017, 0.0005, -0.0003

The program warned: the cutoff lies below the one the program advises for these potential files; the exchange-correlation potential is rough where the density is thin.
